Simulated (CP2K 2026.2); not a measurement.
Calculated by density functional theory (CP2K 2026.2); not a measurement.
Periodic cell of 534 atoms, Si358O176, from a study of silicon, its oxide and their interface. The atomic structure is a simulated model.
Doubt: the forces sum to 0.85 eV/angstrom along one axis rather than to zero, so they err by at least 0.0016 eV/angstrom per atom on average; the grid cutoff is modest.

Settings: functional PBE; method Gaussian and plane waves; basis set DZVP-MOLOPT-SR-GTH; pseudopotentials GTH-PBE; grid cutoff 400 Ry, relative cutoff 50 Ry; k points Gamma only; occupations fixed; spin none; net charge 0.

Cell vectors (angstrom)
a	16.4025	0	0
b	0	16.4025	0
c	0	0	35.8853

Atoms and the computed forces on them: element, x, y, z (angstrom), force x, y, z (eV/angstrom)
Si	0.245	-0.07	0.334	0.244	0.166	0.07
Si	3.436	2.451	-0.219	-0.083	0.049	0.443
Si	-0.329	6.011	0.351	0.081	-0.232	-0.202
Si	2.548	8.469	0.437	-0.152	-0.088	-0.375
Si	0.194	10.734	0.526	0.297	0.305	0.115
Si	2.287	14.002	-0.091	-0.24	0.026	0.484
Si	5.32	0.001	0.168	-0.002	-0.072	0.196
Si	8.086	2.755	-0.137	-0.009	0.037	0.174
Si	5.861	4.964	0.046	-0.017	0.211	0.314
Si	8.542	7.928	-0.234	0.018	0.002	0.394
Si	5.601	10.912	0.226	-0.084	0.184	0.02
Si	8.643	13.144	-0.021	0.026	0.202	0.303
Si	11.359	-0.6	0.069	-0.195	0.064	0.091
Si	14.396	2.077	-0.185	0.014	0.209	0.021
Si	10.738	5.671	0.072	0.121	0.103	0.206
Si	13.559	7.933	0.454	-0.622	-0.061	-0.885
Si	10.986	10.805	0.014	-0.129	0.02	0.227
Si	12.895	13.95	-0.414	-0.019	-0.422	0.255
Si	1.651	1.487	1.355	0.018	-0.186	-0.455
Si	4.324	3.893	1.481	0.013	0.146	-0.465
Si	1.463	6.791	1.625	-0.006	-0.006	-0.041
Si	4.324	9.455	1.558	-0.075	0.133	0.005
Si	1.4	12.448	1.521	0.158	-0.187	-0.166
Si	4.001	14.955	1.414	0.042	-0.052	-0.341
Si	6.945	1.246	1.357	-0.093	0.034	-0.255
Si	9.608	3.96	1.265	-0.034	0.123	-0.219
Si	6.983	6.733	1.223	-0.03	-0.166	-0.367
Si	9.615	9.433	1.363	-0.183	-0.033	-0.348
Si	6.945	12.314	1.485	0.182	-0.128	-0.115
Si	9.696	14.827	1.403	-0.063	-0.291	-0.082
Si	12.505	1.172	1.164	0.278	0.077	0.011
Si	15.121	3.985	1.272	-0.003	-0.052	-0.276
Si	12.117	6.682	1.672	-0.135	-0.278	0.196
Si	15.089	9.765	1.938	0.127	0.54	0.448
Si	12.326	12.248	1.341	0.068	0.195	-0.307
Si	15.115	15.005	1.461	0.197	-0.097	-0.109
Si	0.148	2.748	2.718	-0.024	0.047	0.054
Si	2.793	0.003	2.825	0.025	0.069	0.065
Si	0.024	8.132	2.983	0.023	0.009	0.477
Si	2.869	5.317	2.791	0.017	0.002	-0.07
Si	-0.012	13.669	2.922	-0.099	-0.161	-0.008
Si	2.86	10.946	2.816	-0.109	0.177	0.058
Si	5.627	2.574	2.861	0.056	-0.147	0.108
Si	8.299	-0.129	2.699	0.066	-0.007	-0.016
Si	5.634	8.004	2.791	0.004	-0.031	-0.057
Si	8.291	5.375	2.717	0.048	0.046	-0.083
Si	5.489	13.661	2.785	-0.037	0.053	-0.042
Si	8.249	10.833	2.789	0.04	-0.087	0.007
Si	11.061	2.598	2.583	0.033	-0.062	-0.15
Si	13.712	-0.062	2.79	-0.069	-0.11	0.026
Si	10.885	8.182	2.934	0.102	0.169	0.001
Si	13.662	5.259	2.769	0.002	0.027	0.216
Si	10.976	13.517	2.853	0.01	-0.08	-0.095
Si	13.64	11.154	3.045	0.175	0.042	0.095
Si	1.439	4.064	4.185	-0.05	-0.113	0.017
Si	4.188	1.29	4.233	0.017	-0.061	-0.124
Si	1.444	9.584	4.249	-0.092	-0.013	-0.34
Si	4.191	6.73	4.152	0.023	-0.039	0.085
Si	1.383	15.069	4.209	-0.005	0.112	-0.061
Si	4.18	12.301	4.223	-0.071	-0.169	-0.111
Si	6.928	4.051	4.166	-0.028	-0.001	-0.116
Si	9.656	1.294	4.04	0.011	-0.084	-0.025
Si	6.889	9.465	4.171	0.106	0.034	-0.013
Si	9.555	6.75	4.221	-0.034	-0.011	-0.096
Si	6.875	15.02	4.136	-0.037	-0.034	-0.013
Si	9.588	12.191	4.228	0.014	0.016	-0.134
Si	12.289	3.938	4.136	0.198	0.085	-0.064
Si	15.128	1.341	4.106	0.017	0.028	-0.112
Si	12.29	9.598	4.248	-0.037	-0.003	-0.098
Si	14.994	6.702	4.228	0.165	-0.015	-0.326
Si	12.324	14.979	4.19	0.012	-0.009	-0.182
Si	15.072	12.38	4.383	-0.037	0.101	0.003
Si	-0.012	0.008	11.044	-0.04	0.016	-0.001
Si	2.727	2.732	11.03	-0.012	0.016	0.002
Si	0	5.46	11.014	-0.029	0.002	-0.001
Si	2.721	8.184	11.023	-0.019	-0.003	0.008
Si	-0.009	10.916	11.011	-0.002	0.041	0.001
Si	2.721	13.663	11.03	-0.024	0.013	0.007
Si	5.45	-0.009	11.033	-0.011	-0.007	0.004
Si	8.184	2.718	11.032	-0.025	0.016	-0.006
Si	5.444	5.443	11.034	0.003	0.022	-0.001
Si	8.165	8.165	11.026	0.001	0.034	0.003
Si	5.437	10.911	11.032	-0.012	0.013	0.003
Si	8.159	13.657	11.034	0.005	0.002	-0.009
Si	10.902	-0.007	11.039	0.014	0.024	-0.009
Si	13.652	2.728	11.039	0.039	0.022	0.004
Si	10.917	5.43	11.026	0.003	0.012	-0.003
Si	13.658	8.17	11.014	-0.005	0.036	0.003
Si	10.903	10.912	11.024	-0.018	0.023	-0.005
Si	13.651	13.664	11.023	-0.034	-0.014	-0.012
Si	1.344	1.39	12.408	0.003	-0.032	0.005
Si	4.061	4.111	12.42	0.007	-0.021	0.01
Si	1.353	6.826	12.395	-0.018	0.017	0
Si	4.065	9.557	12.404	0.033	0.04	0.002
Si	1.335	12.3	12.383	-0.025	-0.055	-0.014
Si	4.063	15.047	12.405	-0.004	-0.024	0.008
Si	6.788	1.381	12.402	0.052	-0.007	-0.005
Si	9.531	4.094	12.406	0.029	-0.017	-0.005
Si	6.785	6.82	12.408	-0.006	-0.01	0.002
Si	9.503	9.559	12.383	0.035	-0.036	-0.009
Si	6.771	12.3	12.394	0.008	-0.017	-0.015
Si	9.502	15.048	12.392	-0.003	-0.053	-0.007
Si	12.254	1.377	12.397	-0.01	-0.044	-0.006
Si	15.027	4.108	12.38	0.006	0.022	-0.014
Si	12.278	6.81	12.38	-0.026	-0.021	-0.006
Si	15.019	9.551	12.376	-0.016	-0.017	0.003
Si	12.266	12.299	12.376	0.049	0.023	-0.001
Si	15	15.048	12.395	0.026	-0.011	-0.001
Si	-0.013	2.78	13.774	-0.081	0.006	-0.001
Si	2.695	0.017	13.779	-0.014	0.037	-0.012
Si	-0.02	8.186	13.753	0.009	0.015	-0.003
Si	2.701	5.485	13.807	-0.047	-0.011	0.004
Si	-0.032	13.676	13.746	-0.042	-0.002	-0.006
Si	2.691	10.937	13.755	-0.04	0.052	0.011
Si	5.414	2.74	13.785	0.009	0.003	-0.031
Si	8.139	0.019	13.77	-0.033	0.015	0.011
Si	5.408	8.18	13.785	0.031	0.006	0.017
Si	8.147	5.455	13.772	0.013	0.009	0.012
Si	5.41	13.669	13.77	0.045	-0.043	0.033
Si	8.1	10.908	13.753	-0.017	0.09	0.011
Si	10.885	2.731	13.78	-0.03	0.038	0.018
Si	13.617	0.016	13.754	-0.001	0	0.005
Si	10.876	8.178	13.713	0.002	0.047	-0.024
Si	13.655	5.451	13.749	0.053	-0.026	-0.002
Si	10.864	13.661	13.723	0.014	0.029	0.006
Si	13.644	10.931	13.726	-0.008	0.008	0.009
Si	1.322	4.147	15.197	0.055	0.019	0.066
Si	4.028	1.406	15.165	-0.027	-0.052	0.018
Si	1.333	9.565	15.118	-0.052	0	0.022
Si	4.043	6.857	15.202	0.02	-0.006	0.114
Si	1.319	15.042	15.126	-0.017	-0.015	0.048
Si	4.022	12.319	15.141	0.017	-0.002	0.006
Si	6.769	4.108	15.157	0.006	-0.029	0.074
Si	9.482	1.394	15.155	0.022	-0.032	0.049
Si	6.731	9.56	15.168	0.01	-0.004	0.064
Si	9.497	6.857	15.114	0.043	-0.023	0.041
Si	6.739	15.08	15.127	0.026	0.012	-0.014
Si	9.464	12.303	15.067	-0.045	-0.022	0.002
Si	12.281	4.097	15.116	-0.042	0.015	0.019
Si	14.98	1.421	15.092	0.092	0.003	0.021
Si	12.244	9.554	15.04	0.001	-0.071	-0.015
Si	15.022	6.812	15.116	-0.056	0.002	0.042
Si	12.202	15.053	15.086	-0.034	-0.041	0.054
Si	14.997	12.311	15.104	0.019	0.018	-0.028
Si	-0.071	0.043	16.421	-0.181	0.1	0.076
Si	2.691	2.784	16.573	-0.044	-0.033	0.137
Si	-0.05	5.513	16.6	0	0.007	0.049
Si	2.644	8.234	16.576	0.049	0.014	0.022
Si	0	10.967	16.457	0.057	-0.096	0.083
Si	2.705	13.727	16.535	-0.036	-0.013	0.027
Si	5.349	0.014	16.534	0.084	0.07	0.044
Si	8.083	2.728	16.555	0.021	0.142	0.075
Si	5.431	5.481	16.561	0.002	0.012	0.002
Si	8.124	8.197	16.533	-0.039	-0.005	-0.022
Si	5.282	10.889	16.533	0.016	0.106	0.102
Si	8.124	13.708	16.431	-0.007	-0.044	0.068
Si	10.86	0.027	16.501	-0.094	-0.021	-0.01
Si	13.628	2.744	16.523	0.014	-0.05	-0.005
Si	10.916	5.505	16.424	-0.034	-0.063	0.092
Si	13.623	8.204	16.39	-0.033	0.055	0.085
Si	10.794	10.857	16.36	0.096	0.119	-0.01
Si	13.539	13.643	16.411	0.002	0.084	0.084
Si	1.257	1.383	17.867	0.066	-0.017	-0.027
Si	4.061	4.18	17.996	-0.136	0	-0.074
Si	1.289	6.938	18.015	-0.046	-0.026	0.033
Si	3.898	9.584	18.075	-0.013	0.108	0.167
Si	1.397	12.295	17.87	0.042	-0.143	-0.039
Si	3.98	15.138	17.989	-0.08	0.029	0.032
Si	6.639	1.38	17.958	-0.067	0.046	-0.189
Si	9.543	4.16	17.785	-0.052	0.072	-0.204
Si	6.768	6.861	17.954	0.052	-0.085	-0.013
Si	9.506	9.574	17.859	0.061	-0.055	0.06
Si	6.678	12.356	17.718	-0.061	0.011	-0.294
Si	9.462	15.067	17.854	-0.015	0.044	-0.084
Si	12.243	1.373	17.884	0.08	-0.05	-0.055
Si	14.95	4.122	17.932	0.036	-0.02	-0.019
Si	12.269	6.884	17.804	0.023	0.019	-0.069
Si	14.969	9.595	17.728	0.01	-0.074	-0.252
Si	12.112	12.218	17.692	-0.07	-0.071	-0.118
Si	14.857	15.117	17.707	0.022	0.163	-0.162
Si	-0.1	2.728	19.286	-0.125	-0.184	-0.043
Si	2.558	0.115	19.405	-0.012	0.163	0.16
Si	-0.14	8.417	19.284	-0.12	0.048	0.238
Si	2.659	5.537	19.391	0.147	0.077	-0.06
Si	-0.118	13.723	18.863	-0.059	0.183	0.108
Si	2.537	11.045	19.632	0.037	0.064	0.325
Si	5.431	2.872	19.437	0.205	-0.094	0.193
Si	8.001	-0.026	19.244	0.042	-0.131	0.28
Si	5.35	8.155	19.366	-0.115	0.024	0.101
Si	8.286	5.552	19.23	0.011	-0.039	0.276
Si	5.354	13.641	19.186	0.025	-0.05	0.259
Si	8.016	10.997	19.012	-0.015	0.021	0.131
Si	10.892	2.815	19.142	-0.027	0.132	0.242
Si	13.517	-0.062	19.287	0.035	-0.129	-0.015
Si	10.938	8.226	19.238	0.005	0.011	0.176
Si	13.631	5.58	19.238	-0.048	0.061	0.198
Si	10.815	13.573	19.094	-0.16	0.017	0.079
Si	13.516	10.88	19.002	-0.141	-0.072	0.239
Si	1.527	3.843	20.562	-0.181	0.314	0.187
Si	2.99	2.013	21.025	-0.056	-0.606	0.123
Si	0.438	10.254	20.787	0.171	0.125	0.119
Si	3.989	6.876	20.906	0.005	-0.006	0.031
Si	0.947	15.108	20.378	0.097	-0.156	0.311
Si	4.442	12.155	20.819	-0.088	0.006	0.055
Si	7.263	3.883	20.522	0.086	0.134	0.162
Si	9.317	1.561	20.337	-0.01	-0.061	0.145
Si	6.566	9.851	20.427	0.037	-0.041	0.132
Si	9.835	6.706	20.674	-0.036	-0.061	0.012
Si	6.794	14.771	20.637	0.11	0.124	0.148
Si	9.047	12.592	20.352	0.195	-0.046	0.404
Si	11.995	4.458	20.491	0.034	-0.068	0.043
Si	15.202	0.999	20.535	-0.117	0.067	0.443
Si	12.594	9.297	20.537	-0.131	0.186	0.097
Si	14.829	7.134	20.632	-0.03	0.072	-0.07
Si	12.485	14.496	20.456	0.072	-0.109	0.463
Si	14.784	12.477	20.059	-0.009	0.105	0.386
Si	-1.254	1.748	23.606	0.137	-0.037	0.188
Si	1.693	1.384	23.835	-0.149	-0.141	0.208
Si	0.359	5.77	22.859	-0.093	0.049	0.023
Si	2.667	7.925	23.364	0.167	-0.038	0.292
Si	0.527	9.921	23.92	-0.109	0.339	0.259
Si	1.839	-1.558	23.224	-0.194	-0.057	0.258
Si	6.587	5.281	28.4	0.017	-0.039	-0.165
Si	6.094	5.634	22.835	-0.002	-0.135	0.02
Si	7.288	10.257	24.613	-0.144	0.195	0.171
Si	9.428	11.966	23.285	-0.073	0.034	0.347
Si	10.46	0.973	23.107	-0.093	0.057	0.316
Si	12.671	3.163	23.225	-0.131	0.045	0.341
Si	8.001	8.166	22.692	0.084	0.11	0.203
Si	12.365	4.716	25.642	0.049	0.031	0.163
Si	12.396	9.108	25.961	-0.053	0.039	0.097
Si	14.55	13.6	26.938	0.056	-0.143	0.118
Si	0.493	1.285	28.043	0.03	-0.165	-0.024
Si	6.804	4.298	25.587	0.111	-0.138	0.009
Si	3.197	9.108	27.767	-0.08	0.093	-0.049
Si	7.308	16.791	27.322	-0.044	-0.012	-0.027
Si	4.842	14.34	23.035	0.018	-0.017	0.007
Si	5.042	12.967	28.523	0.109	-0.034	-0.034
Si	11.018	-0.246	31.394	0.066	0.038	-0.242
Si	15.314	2.575	30.047	-0.006	0.07	-0.037
Si	9.257	6.27	29.378	0.107	0.003	-0.086
Si	13.975	12.499	29.812	0.076	-0.126	-0.169
Si	7.254	10.675	27.787	-0.096	0.075	-0.084
Si	10.668	8.705	30.424	0.066	0	-0.254
Si	11.992	10.534	23.38	0.086	0.15	0.346
Si	16.706	4.151	27.975	-0.054	0.248	0.008
Si	15.338	5.504	25.598	-0.157	0.08	0.256
Si	13.552	13.016	24.397	0.023	-0.03	0.055
Si	15.713	10.094	33.593	0.289	-0.011	-0.133
Si	11.145	14.547	23.38	0.119	-0.211	0.377
Si	5.844	8.14	27.975	0.069	0.047	-0.084
Si	5.126	-1.489	26.097	0.013	0.146	0.135
Si	0.075	12.947	24.857	-0.326	0.003	0.11
Si	3.004	0.894	26.664	0.073	-0.123	0.03
Si	4.739	8.841	25.294	0.075	0.181	0.085
Si	5.346	2.67	27.572	0.027	-0.032	-0.142
Si	9.055	2.208	25.374	0.042	0.027	0.202
Si	9.562	-4.117	29.047	0.057	0.053	-0.169
Si	11.943	10.768	28.47	0.091	-0.033	-0.059
Si	10.947	6.889	27.109	0.046	0.012	-0.035
Si	8.845	15.083	29.466	-0.038	-0.046	-0.25
Si	15.775	8.539	29.162	-0.034	0.067	-0.136
Si	12.378	1.933	29.858	-0.078	-0.045	-0.185
Si	14.417	0.319	26.198	-0.111	-0.056	0.131
Si	11.672	4.801	30.734	0.181	0.019	-0.183
Si	15.378	8.431	26.236	-0.089	-0.049	0.143
Si	12.202	13.375	32.431	-0.006	0.025	-0.329
Si	19.375	11.196	29.847	-0.008	-0.028	-0.053
Si	3.591	4.853	33.925	-0.052	-0.077	-0.165
Si	6.514	-2.571	31.007	-0.046	-0.133	-0.312
Si	5.374	11.161	31.812	-0.074	-0.04	-0.223
Si	0.708	5.337	33.662	-0.165	0.147	-0.504
Si	3.458	11.829	34.058	0.037	0.005	-0.041
Si	9.873	11.248	31.998	-0.039	0.01	-0.479
Si	11.899	2.103	26.937	0.029	0.022	0.085
Si	9.33	0.666	33.734	0.112	0.079	0.016
Si	7.438	9.979	33.591	-0.202	-0.159	-0.124
Si	12.444	5.723	33.395	-0.061	0.018	-0.257
Si	7.005	14.92	33.796	-0.004	-0.155	0.078
Si	12.965	8.715	34.289	0.1	-0.322	0.092
Si	14.765	3.577	33.048	0.102	0.055	-0.074
Si	18.179	6.689	28.828	-0.076	0.117	0.002
Si	18.949	6.538	31.722	-0.084	0.162	-0.14
Si	18.541	8.949	33.49	0.063	-0.089	-0.219
Si	12.946	7.053	29.606	0.087	-0.051	-0.122
Si	16.454	11.169	30.857	0.024	-0.056	-0.221
O	1.222	-1.167	35.365	0.086	0.17	0.411
O	-0.82	0.924	35.362	-0.283	0.072	0.348
O	3.571	3.215	34.162	-0.031	-0.231	0.106
O	4.334	1.111	35.316	0.065	0.077	0.033
O	-0.25	6.262	34.586	0.053	-0.241	0.302
O	3.629	5.497	32.411	-0.068	-0.201	0.045
O	1.059	5.999	32.203	-0.049	-0.257	0.388
O	2.815	8.098	34.718	-0.076	0.108	0.221
O	-0.55	10.969	34.962	-0.312	0.248	0.148
O	1.402	9.643	36.158	0.03	-0.003	-0.152
O	4.232	11.607	35.474	0.202	0.048	0.05
O	2.561	13.172	34.365	-0.058	0.086	0.017
O	5.899	-0.975	34.865	0.04	-0.209	0.24
O	6.145	-1.936	32.469	0.087	-0.052	0.384
O	10.087	0.77	32.282	-0.068	0.035	0.249
O	8.798	2.091	34.383	-0.16	-0.008	0.219
O	4.875	5.5	34.693	0.022	0.099	0.235
O	6.953	3.883	35.235	0.053	-0.032	0.144
O	9.695	6.778	35.251	-0.075	-0.018	0.02
O	8.054	8.552	34.155	-0.087	-0.22	0.072
O	6.69	10.58	34.91	-0.002	0.071	0.101
O	4.604	12.07	32.933	-0.126	0.022	-0.024
O	9.826	12.013	35.452	0.1	-0.134	0.027
O	7.896	13.71	34.479	-0.109	-0.316	-0.151
O	10.436	0.008	34.718	-0.195	-0.101	-0.087
O	14.437	-2.066	35.929	0.201	0.438	0.493
O	14.057	2.607	34.157	-0.279	0.04	0.092
O	16.311	3.928	33.476	0.331	0.087	0.147
O	11.855	5.185	34.824	-0.023	-0.357	0.014
O	13.86	4.952	33.028	0.025	0.016	0.128
O	19.075	8.123	32.164	0.117	0.044	-0.096
O	12.567	7.355	33.421	-0.274	0.306	-0.385
O	11.759	9.847	34.68	-0.46	0.351	0.113
O	13.732	9.485	36.853	0.346	-0.372	0.443
O	14.219	9.444	33.474	-0.372	-0.189	0.061
O	12.991	13.438	33.874	-0.173	0.119	0.398
O	4.609	2.27	20.802	0.136	0.359	-0.576
O	0.942	4.548	21.965	0.115	-0.351	-0.178
O	1.159	-0.13	23.576	-0.207	-0.072	0.131
O	2.762	1.776	22.66	0.163	0.273	-0.264
O	0.211	9.695	22.34	0.149	-0.43	-0.351
O	-0.577	11.577	20.982	0.374	-0.53	-0.007
O	4.653	5.859	22.069	-0.091	-0.001	-0.144
O	3.152	8.041	21.791	-0.05	-0.105	-0.468
O	1.39	14.273	21.761	0.096	-0.092	-0.369
O	-0.177	16.174	20.935	0.265	-0.029	-0.352
O	5.513	10.92	21.133	-0.244	-0.153	-0.452
O	4.442	12.905	22.33	-0.313	-0.417	-0.251
O	6.899	4.523	21.988	-0.113	-0.165	0.14
O	6.077	5.079	24.363	-0.199	0.196	-0.265
O	10.042	0.734	21.563	-0.012	-0.056	-0.161
O	8.312	2.691	21.01	-0.288	0.209	-0.285
O	7.537	9.311	21.638	0.112	0.077	-0.14
O	7.395	10.641	26.179	-0.11	0.175	-0.204
O	9.34	7.426	22.106	0.067	0.007	-0.281
O	8.683	11.162	28.318	0.173	-0.248	0.186
O	5.948	15.093	22.067	0.237	0.101	-0.212
O	8.013	13.71	21.063	0.263	-0.168	-0.361
O	9.585	11.773	21.679	0.173	0.014	-0.172
O	11.064	12.195	32.594	0.112	0.076	0.122
O	10.908	5.529	21.177	0.028	-0.175	-0.295
O	12.835	3.776	21.736	0.069	-0.006	-0.041
O	14.12	2.969	23.961	-0.097	0.03	-0.051
O	14.737	1.424	22.065	0.042	-0.108	-0.239
O	11.929	10.038	21.849	-0.112	-0.179	-0.288
O	10.514	10.937	23.94	-0.144	-0.263	-0.179
O	15.66	6.594	21.962	0.014	-0.103	-0.218
O	13.65	8.18	21.197	-0.048	0.222	-0.518
O	11.566	14.698	21.816	0.045	-0.11	-0.17
O	10.589	15.971	23.906	-0.154	0.236	0.14
O	13.76	13.491	20.934	-0.087	0.046	-0.529
O	15.118	13.36	24.009	-0.182	0.102	-0.176
O	0.297	2.246	23.778	0.13	0.029	-0.214
O	-1.575	0.518	24.632	0.196	-0.155	-0.176
O	3.845	2.041	27.494	0.073	0.204	0.142
O	2.415	1.551	25.284	-0.113	0.188	-0.199
O	5.7	8.013	26.339	0.081	0.085	-0.113
O	1.593	6.703	23.41	-0.154	0.035	0.154
O	7.091	9.132	28.332	-0.024	-0.178	0.032
O	4.012	7.757	24.301	-0.01	-0.008	-0.036
O	1.354	13.851	24.423	0.305	0.291	-0.083
O	3.432	15.148	23.165	0.218	0.449	0.075
O	8.172	1.115	26.173	0.121	0.069	-0.15
O	5.358	-2.105	24.594	-0.095	-0.258	-0.226
O	8.264	3.633	25.283	0.104	0.007	-0.196
O	6.817	7.076	22.825	-0.142	-0.043	0.231
O	5.741	3.143	26.054	-0.038	-0.182	0.09
O	7.072	5.307	26.842	-0.121	0.223	-0.101
O	8.164	8.942	24.138	0.185	-0.299	-0.18
O	11.114	5.594	26.165	-0.067	-0.223	-0.046
O	7.923	11.573	23.83	0.113	-0.036	-0.051
O	6.052	11.688	28.263	0.066	-0.04	-0.099
O	14.073	-2.935	28.49	0.069	-0.079	0.075
O	11.888	1.744	23.169	0.142	-0.311	0.013
O	11.85	4.18	24.193	-0.061	-0.033	-0.347
O	12.54	9.394	24.379	0.142	-0.069	-0.133
O	15.698	4.407	26.732	-0.19	0.035	0.017
O	11.053	8.214	26.185	0.139	-0.059	-0.266
O	13.032	11.786	23.482	0.13	0.09	-0.082
O	16.019	5.168	24.169	-0.145	-0.082	-0.136
O	15.553	12.319	30.161	0.175	-0.068	-0.126
O	9.932	13.479	23.676	-0.107	-0.078	-0.159
O	14.351	15.149	26.541	-0.015	0.257	-0.059
O	16.098	9.724	30.203	-0.113	0.013	0.204
O	3.94	-0.369	26.214	-0.075	0.01	-0.004
O	1.779	0.339	27.643	0.081	-0.093	0.191
O	5.617	3.956	28.587	-0.025	-0.06	0.036
O	6.323	1.46	28.048	-0.094	0.164	0.38
O	1.058	2.762	27.646	0.229	0.094	0.143
O	3.614	9.602	26.254	-0.131	-0.109	-0.092
O	7.869	5.409	29.423	0.025	0.008	-0.099
O	4.562	8.893	28.604	0.075	-0.001	0.059
O	0.555	11.449	24.452	0.235	-0.126	-0.204
O	2.015	9.268	24.019	0.245	-0.002	-0.197
O	6.524	15.576	26.594	0.095	-0.03	-0.24
O	9.084	13.755	28.557	0.161	0.1	0.11
O	9.262	1.794	23.822	0.061	0.225	0.022
O	10.513	2.218	26.099	-0.179	-0.043	-0.331
O	11.868	3.199	30.74	0.201	0.011	0.157
O	13.718	5.601	25.458	-0.017	-0.064	-0.129
O	12.277	10.42	26.924	0.247	0.004	-0.156
O	14.322	7.862	29.415	0.025	0.102	-0.073
O	11.003	9.57	29.067	-0.308	0.077	0.049
O	12.029	7.857	30.69	0.088	0.134	0.256
O	4.776	13.686	27.1	-0.266	0.031	-0.251
O	11.105	12.161	28.556	-0.022	-0.039	0.166
O	10.42	9.751	31.63	-0.021	0.106	0.523
O	13.769	8.349	26.349	0.061	0.094	-0.197
O	12.925	0.935	26.451	0.031	-0.099	-0.17
O	13.908	2.126	29.358	0.122	0.036	-0.18
O	16.406	1.388	29.63	-0.004	0.052	0.164
O	18.812	7.68	27.695	-0.112	0.038	-0.233
O	15.935	6.91	26.17	-0.043	-0.159	-0.072
O	15.913	9.111	27.629	0.034	0.025	-0.006
O	16.084	13.13	26.463	-0.037	-0.111	0.105
O	22.075	9.892	24.416	-0.144	0.063	-0.006
O	18.043	11.545	30.727	0.013	0.259	0.289
O	15.984	11.16	32.403	0.077	-0.01	0.035
O	13.555	12.685	26.004	-0.205	0.077	-0.041
O	12.52	14.253	24.206	0.032	0.187	-0.221
O	2.757	6.449	30.112	0.238	0.012	0.095
O	-0.544	3.976	29.373	-0.132	-0.04	0.166
O	8.622	-5.438	33.016	-0.113	0.22	0.175
O	10.227	-0.767	30.077	0.235	0.164	-0.048
O	2.623	10.514	33.556	-0.017	-0.05	0.077
O	4.207	10.628	30.785	0.011	0.01	0.207
O	1.453	5.282	28.104	0.223	-0.091	-0.221
O	2.093	5.202	34.528	0.006	0.05	0.233
O	2.39	10.183	28.685	-0.135	-0.179	-0.234
O	3.584	12.493	29.08	0.076	-0.062	-0.097
O	6.242	9.901	32.436	0.099	0.081	0.059
O	5.805	6.68	28.661	0.119	-0.051	0.089
O	12.275	0.613	30.807	0.214	-0.072	0.189
O	7.92	-1.811	30.709	0.031	0.037	0.431
O	8.021	-0.26	33.48	0.14	0.203	-0.157
O	11.529	-1.547	32.233	0.01	-0.004	0.107
O	9.405	7.653	30.278	0.017	-0.043	0.096
O	6.48	12.188	31.159	0.011	0.084	-0.076
O	12.66	3.536	26.738	-0.054	-0.029	0.065
O	10.41	5.199	29.797	-0.008	-0.226	0.17
O	9.397	12.044	30.648	0.055	0.147	0.383
O	5.61	14.051	29.642	-0.068	-0.018	0.144
O	12.164	6.955	28.188	-0.018	0.139	-0.149
O	9.504	6.774	27.839	-0.037	0.171	-0.068
O	14.965	2.802	31.621	-0.123	-0.138	0.223
O	11.487	1.827	28.493	-0.159	-0.274	0.107
O	15.578	0.954	27.147	0.085	0.23	0.172
O	13.301	-5.344	29.352	-0.104	0.058	-0.107
O	15.015	7.218	36.586	-0.201	0.089	-0.086
O	13.06	5.518	30.172	-0.205	-0.177	-0.127
O	16.822	7.336	29.423	-0.1	-0.173	-0.028
O	15.843	9.196	24.889	-0.166	-0.121	-0.096
O	13.162	13.087	31.116	-0.085	0.116	0.188
O	11.361	5.299	32.248	-0.011	0.171	0.097
O	16.901	8.954	33.479	-0.215	-0.334	-0.003
O	24.631	16.227	28.522	-0.097	0.14	-0.015
Si	0.021	0.012	5.577	0.028	-0.022	-0.047
Si	2.785	2.683	5.551	0.006	0.015	0.005
Si	0.034	5.401	5.566	-0.044	0.056	-0.021
Si	2.82	8.148	5.533	-0.051	0.024	-0.032
Si	0.04	10.923	5.621	0.005	-0.03	-0.007
Si	2.765	13.671	5.558	0.025	-0.001	-0.083
Si	5.538	-0.063	5.583	-0.002	0.062	-0.017
Si	8.296	2.658	5.488	0.018	0.057	-0.063
Si	5.528	5.392	5.551	-0.017	-0.041	-0.013
Si	8.214	8.131	5.591	-0.038	-0.028	-0.009
Si	5.525	10.873	5.548	-0.044	0.018	-0.07
Si	8.21	13.627	5.529	-0.009	-0.079	-0.056
Si	10.947	-0.04	5.521	0.017	-0.029	-0.045
Si	13.71	2.65	5.517	-0.052	0.007	-0.077
Si	10.959	5.368	5.525	-0.004	0.027	-0.063
Si	13.655	8.152	5.552	0.012	0.018	-0.012
Si	10.932	10.895	5.653	-0.031	-0.028	-0.044
Si	13.665	13.717	5.663	0.12	0.061	0.059
Si	1.394	1.362	6.937	-0.009	-0.028	0
Si	4.135	4.058	6.919	0.013	-0.006	0.008
Si	1.403	6.805	6.901	-0.03	-0.009	-0.041
Si	4.143	9.531	6.925	-0.005	-0.041	-0.04
Si	1.403	12.31	6.951	-0.068	-0.017	0.006
Si	4.128	15.015	6.942	-0.011	-0.03	0.003
Si	6.893	1.346	6.9	-0.029	-0.052	0.003
Si	9.59	4.037	6.909	0.019	-0.016	0.029
Si	6.841	6.778	6.94	0.01	0.045	0.04
Si	9.554	9.511	6.969	0.071	0	0.032
Si	6.852	12.269	6.923	0.033	-0.03	-0.023
Si	9.566	15.009	6.904	0.013	0.025	-0.042
Si	12.317	1.321	6.902	0.06	-0.058	0.001
Si	15.041	4.043	6.911	0.077	-0.018	-0.01
Si	12.288	6.776	6.91	0.024	0.028	-0.006
Si	15.035	9.528	6.921	0.07	-0.033	0.018
Si	12.296	12.3	6.975	0.004	-0.026	0.023
Si	15.056	15.074	6.974	-0.11	0.006	0.061
Si	0.006	2.711	8.3	-0.033	0	0.012
Si	2.749	-0.014	8.3	-0.011	0.013	-0.001
Si	0.017	8.166	8.271	-0.03	0.031	0.019
Si	2.754	5.434	8.276	0	0.015	0.004
Si	0.012	13.671	8.309	0.022	0.013	-0.01
Si	2.757	10.908	8.287	-0.019	0.018	-0.005
Si	5.499	2.696	8.28	-0.006	0.03	-0.001
Si	8.211	-0.027	8.29	0.009	0.01	0
Si	5.477	8.157	8.3	-0.012	0.01	0.02
Si	8.213	5.409	8.286	-0.025	0.018	-0.014
Si	5.474	13.631	8.296	-0.048	-0.014	0.008
Si	8.193	10.904	8.312	-0.011	0.001	0
Si	10.952	2.688	8.282	0.007	0.036	-0.007
Si	13.661	0	8.326	0.037	0.017	0.014
Si	10.93	8.14	8.305	-0.041	0	-0.002
Si	13.672	5.424	8.275	0.014	0.046	-0.004
Si	10.912	13.662	8.314	0.017	-0.01	-0.009
Si	13.67	10.906	8.301	-0.024	0.017	-0.006
Si	1.37	4.092	9.651	-0.017	-0.002	-0.001
Si	4.106	1.363	9.661	0.005	-0.027	0.003
Si	1.367	9.549	9.644	-0.021	0	-0.005
Si	4.091	6.81	9.661	0.001	0.014	0.009
Si	1.365	15.044	9.676	0.001	-0.03	0.008
Si	4.092	12.285	9.666	0.025	-0.033	0
Si	6.825	4.078	9.664	0.013	-0.012	0.001
Si	9.559	1.353	9.658	0.018	-0.043	-0.005
Si	6.812	9.544	9.668	0.007	-0.002	0.004
Si	9.548	6.791	9.668	0.035	0.005	0.006
Si	6.818	15.025	9.657	0.002	-0.016	-0.017
Si	9.539	12.292	9.673	0.029	0.003	-0.005
Si	12.295	4.075	9.652	-0.009	-0.02	-0.008
Si	15.027	1.37	9.679	-0.027	-0.023	0.004
Si	12.284	9.539	9.659	0.029	-0.021	0.002
Si	15.034	6.81	9.637	0.037	-0.014	-0.007
Si	12.277	15.036	9.674	0.019	-0.018	-0.005
Si	15.03	12.294	9.657	0	-0.031	0.005

Results
total energy: -115457.128 eV
total energy less fixed offsets of O -438.04, Si -107.15 eV per atom: -2.388 eV
